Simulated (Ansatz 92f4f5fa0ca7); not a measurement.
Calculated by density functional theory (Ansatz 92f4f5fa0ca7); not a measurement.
Periodic cell of 223 atoms, Si133O90, from a study of silicon, its oxide and their interface. The atomic structure is a simulated model.
Doubt: the cutoff is far below the 930 eV that the study's wrapper takes by default for these files, so forces and energies are approximate.
This geometry differs little from another in the collection (a relaxation step or a small displacement).

Settings
functional: PBE
potential files: Ansatz PAW
basis: plane waves
wave-function cutoff: 580 eV
density cutoff ratio: 5
exchange-correlation grid ratio: 1
k mesh: 1 x 1 x 1, Gamma-centred
self-consistency stop: 5e-08 eV per atom in the density residual
occupations: fixed
spin: none
net charge: 0

Cell vectors (angstrom)
a, 10.938, 0, 0
b, 0, 10.938, 0
c, 0, 0, 32.3462

Atoms: element, x, y, z (angstrom)
Si, 0.3091, -0.2086, 24.885
Si, 5.3162, 0.1295, 24.8421
Si, 2.9913, 2.2838, 24.9084
Si, 8.1126, 3.0057, 24.9311
Si, -0.1684, 5.8268, 24.9344
Si, 5.8794, 5.2062, 24.7189
Si, 2.5899, 8.5427, 24.6075
Si, 8.4882, 7.8916, 24.9932
Si, 1.4258, 1.2959, 26.314
Si, 6.8974, 1.3587, 26.1586
Si, 4.1307, 4.1063, 26.0052
Si, 9.6598, 4.1664, 26.2378
Si, 1.4685, 6.96, 26.1494
Si, 6.8909, 6.7327, 26.2356
Si, 4.14, 9.5231, 26.1551
Si, 9.6342, 9.5548, 26.2086
Si, 2.7943, -0.0728, 27.6009
Si, 8.2285, -0.0119, 27.5426
Si, 0.029, 2.7276, 27.5658
Si, 5.4675, 2.745, 27.5142
Si, 2.7706, 5.471, 27.4738
Si, 8.2431, 5.4364, 27.6138
Si, 0.0519, 8.2016, 27.5843
Si, 5.4908, 8.1502, 27.5259
Si, 4.1018, 1.3673, 28.9279
Si, 9.5708, 1.3673, 28.9279
Si, 1.3673, 4.1018, 28.9279
Si, 6.8362, 4.1018, 28.9279
Si, 4.1018, 6.8362, 28.9279
Si, 9.5708, 6.8362, 28.9279
Si, 1.3673, 9.5708, 28.9279
Si, 6.8362, 9.5708, 28.9279
Si, 0, 0, 30.2952
Si, 5.469, 0, 30.2952
Si, 2.7345, 2.7345, 30.2952
Si, 8.2035, 2.7345, 30.2952
Si, 0, 5.469, 30.2952
Si, 5.469, 5.469, 30.2952
Si, 2.7345, 8.2035, 30.2952
Si, 8.2035, 8.2035, 30.2952
Si, 1.3673, 1.3673, 31.6624
Si, 6.8362, 1.3673, 31.6624
Si, 4.1018, 4.1018, 31.6624
Si, 9.5708, 4.1018, 31.6624
Si, 1.3673, 6.8362, 31.6624
Si, 6.8362, 6.8362, 31.6624
Si, 4.1018, 9.5708, 31.6624
Si, 9.5708, 9.5708, 31.6624
Si, 2.7345, 0, 0.6835
Si, 8.2035, 0, 0.6835
Si, 0, 2.7345, 0.6835
Si, 5.469, 2.7345, 0.6835
Si, 2.7345, 5.469, 0.6835
Si, 8.2035, 5.469, 0.6835
Si, 0, 8.2035, 0.6835
Si, 5.469, 8.2035, 0.6835
Si, 4.1018, 1.3673, 2.0507
Si, 9.5708, 1.3673, 2.0507
Si, 1.3673, 4.1018, 2.0507
Si, 6.8362, 4.1018, 2.0507
Si, 4.1018, 6.8362, 2.0507
Si, 9.5708, 6.8362, 2.0507
Si, 1.3673, 9.5708, 2.0507
Si, 6.8362, 9.5708, 2.0507
Si, 0, 0, 3.418
Si, 5.469, 0, 3.418
Si, 2.7345, 2.7345, 3.418
Si, 8.2035, 2.7345, 3.418
Si, 0, 5.469, 3.418
Si, 5.469, 5.469, 3.418
Si, 2.7345, 8.2035, 3.418
Si, 8.2035, 8.2035, 3.418
Si, 1.4208, 1.3426, 4.7237
Si, 6.8282, 1.3415, 4.8938
Si, 4.0574, 4.13, 4.7177
Si, 9.5182, 4.1367, 4.8005
Si, 1.2893, 6.8622, 4.8028
Si, 6.7513, 6.894, 4.7434
Si, 4.1014, 9.6134, 4.8948
Si, 9.5137, 9.5972, 4.7708
Si, 2.7342, 0.139, 6.263
Si, 8.1519, -0.1614, 6.3225
Si, 0.0443, 2.7078, 5.959
Si, 5.3561, 2.8245, 6.1355
Si, 2.6501, 5.4473, 6.0599
Si, 8.0275, 5.5336, 6.1455
Si, -0.2678, 8.0725, 6.1539
Si, 5.4773, 8.217, 6.2542
Si, 3.7525, 1.8784, 7.5846
Si, 9.8834, 1.1599, 7.2939
Si, 1.412, 3.9519, 7.4194
Si, 6.3393, 4.4883, 7.4828
Si, 4.1199, 6.6385, 7.4272
Si, 8.9311, 7.2142, 7.5126
Si, 1.2748, 10.1968, 7.8819
Si, 7.2344, 8.97, 7.7121
O, 9.5965, 6.8391, 24.3043
O, 4.171, 1.2353, 24.4186
O, 11.5315, 8.8034, 7.3808
O, 2.5543, 2.933, 8.0897
O, 6.9569, 4.0174, 24.3114
O, 1.38, 9.6225, 24.2921
O, 5.2066, 5.5551, 8.1346
O, 0.0566, 0.3351, 8.2573
O, 6.9721, 3.7854, 8.8305
O, 6.6157, 9.3592, 9.2477
O, 9.5687, 6.5019, 8.8911
O, 2.1595, 9.7687, 9.1943
O, 4.576, 1.4917, 8.9769
O, -1.6497, 4.099, 10.0739
O, 9.1268, 2.3611, 8.1179
O, 3.0476, 7.2589, 8.5404
O, 7.6594, 8.469, 23.696
O, 8.9596, 2.5604, 23.5814
O, 5.622, 5.9152, 23.2401
O, 2.123, 2.4689, 23.4915
O, 10.7565, 0.5689, 23.5157
O, 0.7196, 5.3281, 23.6377
O, 3.2121, 8.3033, 23.054
O, 5.7662, 10.3378, 23.4079
Si, 7.7161, -2.7865, 20.4263
Si, 5.6654, 6.0212, 21.6147
Si, -0.7944, 7.3897, 18.9078
Si, 8.5483, -0.622, 13.8212
Si, 4.5834, 1.4272, 10.6007
Si, 8.3229, 1.5122, 11.7626
Si, -0.2878, 0.9281, 13.0513
Si, 1.2034, 5.4233, 22.1033
Si, 5.461, 5.4527, 14.3561
Si, 6.3959, -2.7088, 17.625
Si, 8.308, 3.02, 9.3409
Si, -1.307, 12.5378, 19.7165
Si, 1.1403, 6.6811, 11.8592
Si, 3.0494, 7.7154, 21.5295
Si, 6.8622, 2.0518, 18.6613
Si, -3.506, -6.8927, 16.5233
Si, 2.3021, 2.7325, 19.2414
Si, 2.7901, 8.3527, 9.734
Si, 5.0072, 3.1579, 20.5365
Si, 3.7651, 8.7458, 18.702
Si, -1.5585, 1.1552, 22.8837
Si, 2.4583, 4.89, 13.815
Si, 1.2062, 8.6968, 17.2141
Si, -1.6539, 12.5671, 15.555
Si, 10.344, 5.277, 9.6384
Si, 5.1426, 10.8276, 17.2049
Si, 7.2332, 9.8215, 22.9053
Si, 4.8846, 0.4081, 14.3044
Si, -2.2759, -4.2383, 16.4085
Si, 5.6481, 9.3902, 10.5718
Si, 0.5513, 0.7739, 17.7031
Si, 6.1815, 2.8635, 12.8574
Si, -0.0227, 4.4553, 19.6308
Si, 2.6792, 2.8804, 22.0406
Si, 11.2125, 6.8198, 14.7275
Si, 2.6255, 1.8055, 12.7092
Si, 6.3066, -2.4048, 13.4429
O, 0.541, -2.6671, 18.6622
O, 3.0696, 1.8025, 11.1333
O, 5.9788, 1.1667, 17.6685
O, -2.484, 11.1682, 15.2321
O, 1.1646, 5.398, 14.7349
O, 1.4598, 4.121, 19.0162
O, 1.7793, 7.8027, 10.8838
O, 3.5802, 0.7321, 13.4391
O, 11.7638, -3.0644, 15.8555
O, 4.3781, 0.3589, 15.854
O, 6.1242, -1.3424, 16.7934
O, -2.7701, 2.7778, 15.8076
O, 7.8145, 0.1496, 12.5384
O, 5.8488, 7.0248, 13.9664
O, -1.5551, 7.6508, 17.4966
O, 5.813, 4.4242, 13.1361
O, 3.8361, 5.352, 14.5817
O, 6.2155, 2.155, 20.15
O, 3.1214, 8.7205, 20.2194
O, 3.9002, 3.1215, 19.2972
O, 5.6822, 4.5972, 20.8304
O, -0.1739, 11.5039, 19.1579
O, 7.3463, 9.4609, 21.3212
O, 7.8281, 1.7303, 10.2368
O, 10.1503, -0.6038, 13.4261
O, 0.0004, 4.7732, 21.2263
O, 4.2908, 6.7424, 21.1938
O, 5.8372, 12.6735, 14.0229
O, -0.5544, -9.4155, 16.7592
O, 6.2534, 4.7711, 15.6359
O, 0.4462, -3.5698, 13.184
O, 7.8471, 8.856, 13.9702
O, -5.9313, 7.7122, 18.3499
O, 6.8928, 3.5373, 17.9803
O, -3.6335, 8.5676, 18.9189
O, 2.5249, 3.2724, 13.463
O, -1.3413, -4.2558, 15.0459
O, 7.8039, -8.1463, 12.644
O, 8.2775, 1.2948, 18.868
O, -0.7522, 1.9596, 14.2323
O, 4.2537, 8.6054, 10.3506
O, 5.2373, -0.022, 10.9827
O, 9.3289, 7.8293, 20.2649
O, 0.9506, -0.6374, 17.0052
O, 9.4822, 1.3577, 21.2932
O, 1.6142, 6.9032, 21.5392
O, 1.2565, 0.9882, 12.7908
O, 6.3475, -2.3614, 11.8095
O, -3.8307, 7.2581, 16.515
O, -0.5333, 16.7296, 18.9019
O, 4.2803, 2.5829, 21.8839
O, -2.3532, -5.7983, 16.8349
O, 2.7639, 8.3813, 17.4778
O, 10.9727, 5.8235, 11.0371
O, 6.9603, 6.845, 21.0455
O, 1.9127, 2.1686, 20.7592
O, -0.9928, 1.4422, 11.6707
O, 2.3335, 5.6764, 12.3783
O, 0.5782, 4.6659, 8.6581
O, 9.957, 3.1707, 19.3875
O, 8.236, 11.0219, 23.2751
O, 1.8922, 1.6909, 18.0386
O, 4.2112, -0.6232, 18.4503
O, 5.415, -1.1086, 13.9441
O, 2.5358, 4.505, 21.9107
O, 5.4709, 2.5188, 11.4337

Results
free energy: -135733.515 eV
free energy less fixed offsets of O -568.88, Si -635.61 eV per atom: 1.815 eV

Forces (eV/angstrom), in the order of the atoms: element, x, y, z
Si, -0.0335, 0.0164, -0.0372
Si, -0.0274, 0.1011, -0.0168
Si, -0.0282, 0.1462, -0.1926
Si, -0.0597, 0.0165, -0.2723
Si, 0.1284, 0.098, -0.2787
Si, 0.0269, 0.0052, -0.3572
Si, 0.0043, 0.0975, -0.2421
Si, 0.0796, -0.0317, -0.3504
Si, -0.0739, -0.0687, -0.1332
Si, -0.0419, 0.0489, -0.213
Si, 0.013, -0.1031, -0.1154
Si, -0.0198, 0.0301, -0.1646
Si, -0.0114, -0.0234, -0.2658
Si, -0.0595, 0.0459, -0.0896
Si, 0.0189, 0.0297, -0.2207
Si, 0.0389, 0.0835, -0.2262
Si, 0.003, -0.072, 0.1204
Si, -0.0057, -0.0588, 0.0273
Si, 0.0001, -0.0778, 0.0897
Si, 0.0508, -0.0233, -0.1034
Si, -0.0075, -0.1033, -0.0012
Si, 0.0022, -0.0709, 0.2051
Si, -0.0156, 0.115, -0.0046
Si, 0.0515, 0.0255, 0.1087
Si, 0.2271, 0.0599, -0.0576
Si, 0.0208, 0.019, -0.0737
Si, 0.2944, 0.1967, -0.2945
Si, -0.0725, -0.2497, 0.0863
Si, 0.0247, -0.1996, -0.2623
Si, 0.2343, 0.0739, 0.1946
Si, 0.1358, -0.0625, 0.4755
Si, -0.0147, -0.103, -0.3011
Si, 0.0682, 0.0484, -0.016
Si, 0.0207, 0.1018, -0.0079
Si, 0.009, 0.0288, -0.035
Si, -0.0986, -0.0372, -0.0168
Si, -0.0012, 0.0927, -0.0042
Si, -0.0142, 0.005, -0.0356
Si, -0.1086, 0.0236, -0.0011
Si, 0.0466, 0.0432, -0.0064
Si, -0.0449, 0.0024, -0.0052
Si, 0.0953, -0.002, -0.0131
Si, 0.0399, -0.019, -0.0067
Si, 0.0077, -0.046, -0.0404
Si, 0.0478, -0.0586, -0.0215
Si, -0.0163, -0.055, -0.0037
Si, -0.0013, -0.0618, -0.0423
Si, 0.0083, 0.0254, -0.0038
Si, 0.0177, 0.0333, 0.0126
Si, -0.0728, 0.046, 0.0243
Si, -0.0016, 0.0637, 0.0104
Si, -0.0123, -0.0491, -0.0122
Si, -0.0833, 0.0524, 0.013
Si, 0.0551, 0.0223, 0.022
Si, 0.0061, -0.0339, 0.0073
Si, -0.0415, 0.104, 0.0182
Si, 0.0163, 0.1233, -0.0105
Si, 0.0916, 0.0052, 0.0185
Si, -0.0317, -0.1246, 0.006
Si, -0.0891, -0.0742, 0.0118
Si, 0.0558, -0.1146, -0.0108
Si, -0.0153, -0.0507, 0.0084
Si, -0.022, -0.0077, -0.001
Si, 0.0789, -0.0978, 0.0162
Si, -0.0597, -0.0713, -0.0988
Si, -0.0607, 0.1145, 0.5616
Si, 0.1501, -0.1295, -0.7164
Si, -0.2244, -0.1803, 0.5006
Si, -0.2996, -0.0012, -0.0273
Si, -0.2097, 0.1428, -0.4399
Si, -0.1039, 0.2514, 0.6738
Si, -0.2264, 0.0158, -0.2775
Si, 0.1011, 0.1025, -0.1722
Si, -0.0582, 0.067, 0.0403
Si, -0.0996, -0.016, -0.0937
Si, -0.1306, 0.1567, 0.011
Si, -0.0667, 0.0528, -0.1628
Si, 0.1261, 0.0255, 0.0271
Si, -0.091, 0.0526, -0.0361
Si, 0.0512, -0.1166, 0.1062
Si, 0.1002, 0.0368, 0.1649
Si, 0.1882, 0.1292, 0.0113
Si, -0.1196, 0.0029, 0.0946
Si, 0.1124, -0.0381, 0.2249
Si, 0.0486, 0.035, 0.1881
Si, -0.0284, -0.1653, 0.1342
Si, 0.1009, 0.2461, 0.152
Si, -0.0666, -0.1232, 0.0816
Si, 0.1351, 0.1529, 0.1737
Si, -0.0426, 0.0987, 0.2299
Si, 0.0713, -0.0478, 0.3489
Si, -0.0152, -0.0213, 0.1273
Si, -0.0569, -0.162, 0.2482
Si, 0.4004, -0.7312, -0.0249
Si, -0.2355, 0.0542, -0.1553
Si, -0.538, 0.4529, 0.3342
O, -0.0031, -0.0026, 0.6215
O, -0.0183, -0.0023, 0.2724
O, -0.0009, -0.0924, -0.2118
O, 0.1048, -0.15, -0.3888
O, -0.0001, 0.0012, 0.4227
O, 0.0273, -0.0023, 0.2646
O, 0.0667, 0.1042, -0.6604
O, 0.0275, -0.0911, -0.3605
O, 0.0678, 0.0466, -0.0497
O, 0.3927, -0.189, -0.5695
O, -0.2201, 0.3842, -0.1384
O, 0.0028, 0.0523, 0.0634
O, -0.1463, 0.0493, -0.3652
O, -0.0183, 0.0077, -0.0728
O, -0.0823, 0.0578, 0.0492
O, 0.1172, -0.0528, -0.1215
O, -0.0356, 0.1075, 0.0681
O, 0.0135, -0.0927, 0.1287
O, -0.0193, -0.1447, 0.5287
O, 0.0427, -0.0798, 0.4425
O, -0.0431, 0.0463, 0.0609
O, -0.1169, 0.0325, 0.2874
O, -0.1141, 0.0729, 0.6414
O, 0.0469, 0.0131, 0.1911
Si, 0.1607, -0.249, -0.2139
Si, 0.0422, -0.1536, -0.3242
Si, -0.0592, -0.0198, 0.1071
Si, -0.0038, 0.053, -0.1074
Si, -0.0708, 0.1286, 0.3122
Si, 0.2236, -0.0233, 0.1835
Si, -0.0332, 0.0181, -0.0439
Si, -0.0836, -0.0322, -0.2962
Si, -0.0622, -0.0857, -0.0663
Si, 0.0068, 0.0532, 0.0625
Si, -0.1118, -0.1401, -0.0865
Si, 0.0127, 0.1444, -0.3958
Si, 0.1513, -0.1178, 0.2237
Si, -0.0863, -0.1811, -0.263
Si, -0.0502, -0.0449, 0.106
Si, -0.024, -0.0294, 0.1173
Si, 0.1169, 0.1423, -0.1076
Si, 0.0288, -0.1264, 0.1896
Si, -0.0839, -0.0601, -0.0961
Si, 0.0345, 0.0509, -0.0311
Si, 0.0788, 0.0459, -0.0429
Si, 0.0151, 0.0348, -0.1206
Si, -0.1387, -0.0421, -0.0163
Si, 0.0771, -0.0586, -0.0418
Si, 0.1679, -0.1583, 0.1732
Si, -0.0018, 0.0351, 0.0364
Si, -0.04, -0.1738, -0.1051
Si, -0.0557, -0.0057, 0.03
Si, 0.1037, -0.0009, 0.03
Si, -0.0609, -0.0649, 0.1976
Si, 0.0255, 0.0381, 0.1081
Si, 0.0609, 0.0715, 0.1269
Si, 0.108, -0.1034, -0.1761
Si, 0.1386, -0.0471, -0.431
Si, 0.0916, -0.0387, -0.101
Si, 0.0082, 0.1034, 0.1143
Si, 0.0459, 0.0369, 0.1262
O, 0.0143, -0.0235, -0.0124
O, 0.0234, -0.0818, -0.0694
O, -0.0124, 0.0019, -0.0238
O, 0.0149, 0.0151, 0.0504
O, -0.0453, 0.0084, 0.0913
O, -0.0474, -0.0156, 0.0149
O, 0.132, 0.1401, -0.2415
O, -0.0053, -0.044, -0.0284
O, 0.038, 0.0279, 0.0116
O, -0.0108, 0.0009, 0.0288
O, 0.0522, -0.0438, -0.035
O, 0.0297, 0.0106, -0.0347
O, -0.0054, 0.041, -0.0466
O, 0.011, 0.0302, 0.0082
O, -0.049, 0.0215, -0.0487
O, 0.0077, -0.0522, 0.0048
O, 0.0428, 0.0234, 0.0903
O, 0.0501, -0.0102, -0.0434
O, -0.001, -0.0469, 0.0994
O, -0.0677, 0.0039, -0.0044
O, 0.013, 0.1041, 0.1161
O, -0.059, 0.0304, 0.0369
O, -0.0792, 0.1862, 0.2759
O, 0.0137, 0.1074, -0.1271
O, -0.044, 0.03, 0.0335
O, -0.0034, 0.0465, 0.1247
O, -0.0433, 0.0988, 0.073
O, -0.027, 0.0153, -0.0115
O, 0.0146, 0.0173, -0.0271
O, -0.0051, 0.035, 0.0094
O, -0.0215, 0.0339, 0.032
O, -0.0264, -0.0114, -0.0276
O, -0.0268, 0.0385, -0.0269
O, 0.0201, 0.0416, -0.0798
O, 0.0415, -0.0158, 0.1059
O, -0.0205, 0.0001, -0.0101
O, -0.0656, -0.0092, 0.0477
O, -0.1133, -0.0491, -0.0921
O, 0.0862, -0.0165, 0.0869
O, -0.0195, 0.0378, 0.0405
O, -0.0393, -0.0326, -0.0682
O, 0.0034, -0.0208, -0.0749
O, -0.0831, 0.0477, -0.0178
O, 0.0222, 0.0195, -0.0589
O, -0.0025, -0.0623, 0.356
O, 0.008, 0.0838, 0.0821
O, 0.1104, -0.0619, -0.0256
O, -0.0124, 0.0408, -0.1318
O, 0.0307, -0.0347, -0.0225
O, 0.011, 0.0347, -0.0005
O, -0.0444, 0.042, 0.0739
O, 0.0169, 0.0262, -0.0294
O, 0.0454, -0.0226, 0.0346
O, -0.1578, -0.1081, -0.2993
O, -0.0282, 0.0141, 0.126
O, -0.0002, 0.0054, 0.1482
O, -0.0914, -0.0139, 0.0767
O, -0.0665, 0.0301, -0.0084
O, -0.0226, 0.0513, -0.0888
O, -0.0392, -0.0424, 0.1187
O, 0.0125, 0.023, 0.0396
O, -0.0478, -0.0686, -0.0096
O, -0.0398, -0.0296, 0.0217
O, 0.006, -0.0652, -0.052
O, 0.059, 0.0282, 0.1608
O, -0.0248, -0.0179, -0.1494

The program warned: the cutoff lies below the one the program advises for these potential files; the forces do not sum to zero within the program's tolerance; the exchange-correlation potential is rough where the density is thin.
